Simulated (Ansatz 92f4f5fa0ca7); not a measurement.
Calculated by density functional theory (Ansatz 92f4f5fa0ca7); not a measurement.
Periodic cell of 221 atoms, Si132O88H1, from a study of silicon, its oxide and their interface. The atomic structure is a simulated model.
Doubt: the cutoff is far below the 930 eV that the study's wrapper takes by default for these files, so forces and energies are approximate.
This geometry differs little from another in the collection (a relaxation step or a small displacement).

Settings
functional: PBE
potential files: Ansatz PAW
basis: plane waves
wave-function cutoff: 580 eV
density cutoff ratio: 5
exchange-correlation grid ratio: 1
k mesh: 1 x 1 x 1, Gamma-centred
self-consistency stop: 5e-08 eV per atom in the density residual
occupations: fixed
spin: none
net charge: +1 e, with a uniform compensating background and no finite-size correction

Cell vectors (angstrom)
a  10.938  0  0
b  0  10.938  0
c  0  0  32.5697

Atoms: element, x, y, z (angstrom)
Si  -0.266  0.29  25.1755
Si  5.6644  -0.2945  25.1663
Si  2.3614  2.9944  25.0931
Si  8.463  2.5107  25.1464
Si  0.1285  5.2314  24.9639
Si  5.2175  5.7846  25.1026
Si  2.9795  7.9981  25.0614
Si  7.8921  8.4322  25.0996
Si  1.3026  1.4281  26.4906
Si  6.8202  1.3606  26.3997
Si  4.0435  4.1325  26.3418
Si  9.5789  4.1144  26.4349
Si  1.3249  6.829  26.3012
Si  6.7825  6.8765  26.4681
Si  4.0835  9.5315  26.4776
Si  9.5191  9.5781  26.3976
Si  2.7152  0.0202  27.7801
Si  8.184  0.0099  27.7994
Si  -0.0297  2.776  27.8508
Si  5.4372  2.7585  27.7362
Si  2.6993  5.4926  27.7555
Si  8.1876  5.4851  27.7727
Si  -0.0094  8.2046  27.7327
Si  5.4504  8.2143  27.8552
Si  4.1018  1.3673  29.1514
Si  9.5708  1.3673  29.1514
Si  1.3673  4.1018  29.1514
Si  6.8362  4.1018  29.1514
Si  4.1018  6.8362  29.1514
Si  9.5708  6.8362  29.1514
Si  1.3673  9.5708  29.1514
Si  6.8362  9.5708  29.1514
Si  0  0  30.5187
Si  5.469  0  30.5187
Si  2.7345  2.7345  30.5187
Si  8.2035  2.7345  30.5187
Si  0  5.469  30.5187
Si  5.469  5.469  30.5187
Si  2.7345  8.2035  30.5187
Si  8.2035  8.2035  30.5187
Si  1.3673  1.3673  31.8859
Si  6.8362  1.3673  31.8859
Si  4.1018  4.1018  31.8859
Si  9.5708  4.1018  31.8859
Si  1.3673  6.8362  31.8859
Si  6.8362  6.8362  31.8859
Si  4.1018  9.5708  31.8859
Si  9.5708  9.5708  31.8859
Si  2.7345  0  0.6835
Si  8.2035  0  0.6835
Si  0  2.7345  0.6835
Si  5.469  2.7345  0.6835
Si  2.7345  5.469  0.6835
Si  8.2035  5.469  0.6835
Si  0  8.2035  0.6835
Si  5.469  8.2035  0.6835
Si  4.1018  1.3673  2.0507
Si  9.5708  1.3673  2.0507
Si  1.3673  4.1018  2.0507
Si  6.8362  4.1018  2.0507
Si  4.1018  6.8362  2.0507
Si  9.5708  6.8362  2.0507
Si  1.3673  9.5708  2.0507
Si  6.8362  9.5708  2.0507
Si  0  0  3.418
Si  5.469  0  3.418
Si  2.7345  2.7345  3.418
Si  8.2035  2.7345  3.418
Si  0  5.469  3.418
Si  5.469  5.469  3.418
Si  2.7345  8.2035  3.418
Si  8.2035  8.2035  3.418
Si  1.4305  1.299  4.7806
Si  6.8588  1.3723  4.8601
Si  4.1754  4.0388  4.7981
Si  9.5803  4.071  4.7746
Si  1.4107  6.7948  4.7508
Si  6.7773  6.8721  4.737
Si  4.1244  9.5614  4.834
Si  9.5638  9.6102  4.7396
Si  2.8179  -0.0179  6.2676
Si  8.268  0.0206  6.2265
Si  0.0371  2.6651  6.0932
Si  5.5679  2.7562  6.3266
Si  2.7711  5.4049  6.1037
Si  8.1513  5.4861  6.0078
Si  0.0511  8.2346  5.9906
Si  5.4703  8.1957  6.2361
Si  3.9287  1.6292  7.6277
Si  9.9874  1.0798  7.5271
Si  1.6151  3.7893  7.3777
Si  6.7181  4.4828  7.5822
Si  4.3016  6.5275  7.4765
Si  9.3565  7.0841  7.1544
Si  1.1938  9.6569  7.4521
Si  7.173  9.2973  7.4826
O  1.2697  4.1077  24.5058
O  6.7909  9.5669  24.5977
O  2.7428  2.7279  7.9327
O  8.3132  8.1579  7.8644
O  5.4871  5.5043  8.0215
O  0.0884  -0.1485  7.9155
O  4.1014  6.8845  24.5533
O  9.5597  1.3863  24.6112
O  1.6414  8.8622  8.8418
O  0.8829  4.2555  8.7744
O  9.7359  1.7372  9.0474
O  6.6841  9.8872  8.9574
O  4.4504  1.2244  9.1531
O  3.4763  6.9574  8.8425
O  7.552  4.1908  9.0088
O  10.0478  6.2399  8.3602
O  2.9071  2.1533  23.7785
O  4.8365  0.2529  23.8501
O  7.9193  3.3047  23.8036
O  10.2966  5.7714  23.5749
O  8.4264  7.6856  23.7255
O  2.4285  8.7536  23.6893
O  6.0418  5.2553  23.7671
O  0.5233  10.6362  23.8611
Si  3.2248  9.2613  11.9157
Si  8.2149  4.7882  10.3745
Si  7.0807  4.7315  17.5099
Si  4.2936  1.6004  23.1374
Si  12.3733  3.2859  19.2577
Si  8.0188  -2.9722  14.5162
Si  1.0831  9.3713  23.0187
Si  4.0471  12.901  20.1301
Si  -2.3584  2.9528  12.6479
Si  -3.9161  14.1888  20.1705
Si  1.1033  -4.6157  18.5415
Si  0.885  11.2063  12.4565
Si  10.3338  9.7697  14.8526
Si  -6.0084  3.1084  16.0734
Si  7.1983  10.2632  10.4543
Si  0.6652  17.647  15.5017
Si  -1.3823  4.1765  15.4338
Si  0.0032  5.4388  9.4216
Si  5.0122  7.4213  13.495
Si  6.5644  3.8676  23.108
Si  7.4687  7.6544  17.3904
Si  9.8165  1.0524  10.5266
Si  2.1879  11.5924  18.2154
Si  9.7759  1.8583  19.7621
Si  4.6477  0.7732  10.693
Si  3.0216  2.2034  13.0296
Si  2.2065  7.5633  9.6499
Si  5.9006  9.6334  15.6343
Si  3.1846  5.0133  14.4454
Si  9.697  7.1349  22.8753
Si  11.2888  10.2131  20.2635
Si  7.2982  -3.6026  11.7453
Si  -1.3751  7.5481  19.8074
Si  3.6185  0.5346  15.7698
Si  9.6363  12.3498  16.564
Si  7.0702  1.4996  14.7756
O  4.336  9.9674  15.7765
O  10.2606  -0.0653  16.092
O  8.7067  -0.1282  10.5595
O  0.1701  8.2711  15.0318
O  4.3869  -4.7949  14.2346
O  2.8283  14.0349  20.1284
O  1.8732  5.9851  14.6147
O  -1.7734  14.8208  13.8672
O  -2.8556  1.528  16.0432
O  -1.0821  4.7873  10.4575
O  10.4883  -4.4838  19.0325
O  8.3238  7.3607  15.985
O  -3.1832  1.7166  13.3322
O  3.4458  12.1638  14.3061
O  1.3663  9.8989  21.4951
O  8.1974  7.1278  13.1518
O  8.28  2.2022  20.3261
O  10.3171  8.9662  19.9368
O  4.0584  1.2373  21.5751
O  -3.7333  8.9045  11.3844
O  6.8598  4.1232  21.528
O  8.3007  7.8585  18.761
O  12.2062  10.4657  18.9329
O  6.579  6.3021  17.52
O  -2.6906  4.4782  16.3897
O  9.6551  2.1904  11.6939
O  10.7823  10.6793  13.5891
O  5.9469  2.7002  14.8456
O  6.4777  10.908  14.8409
O  -0.5071  16.5006  15.4472
O  -2.172  -1.5513  14.4627
O  4.0042  1.84  11.7701
O  -7.3375  11.7437  19.0413
O  2.7413  7.9516  11.138
O  5.8014  6.869  12.2158
O  2.1348  -3.82  19.517
O  6.2302  8.2609  14.5439
O  9.1998  6.9685  21.298
O  1.4743  12.7069  12.7563
O  -0.0504  8.2241  22.9256
O  6.5841  9.0221  16.9893
O  -3.4123  4.2868  18.9996
O  2.3027  0.1838  16.6452
O  -0.0364  3.0579  19.9732
O  1.4722  4.7434  18.5608
O  4.0051  10.2198  10.884
O  5.4053  2.7601  23.2983
O  3.6786  4.1074  15.717
O  5.5652  13.48  19.8228
O  -3.2478  3.921  11.6704
O  4.0986  8.7019  13.198
O  6.2294  0.5168  11.0288
O  9.6181  1.449  18.1775
O  -0.6109  13.7483  15.9806
O  4.4488  1.6524  16.6355
O  1.4956  13.0626  18.1025
O  5.7562  -7.0722  17.2102
O  1.0458  6.5004  10.0696
O  1.2238  6.9033  17.0117
O  2.0523  10.0993  12.6094
O  7.7785  6.3683  10.5677
O  11.2128  0.2958  10.9491
O  10.3407  11.5005  20.574
O  3.0509  3.8433  13.2825
H  2.4962  -2.966  19.2285

Results
free energy: -133981.910 eV
free energy less fixed offsets of H -15.97, O -568.88, Si -635.61 eV per atom: -3.980 eV

Forces (eV/angstrom), in the order of the atoms: element, x, y, z
Si  0.0011  -0.0033  0.0022
Si  0.0019  0.0008  -0.009
Si  0.0035  -0.0012  0.0021
Si  0.0013  -0.0023  -0.0091
Si  0.003  -0.0013  -0.0104
Si  0.0012  -0.0049  0.0002
Si  0.0005  -0.002  -0.0086
Si  0.0054  -0.0006  0.0025
Si  0  0.0007  -0.0015
Si  -0.0028  0.0032  0.0041
Si  0.0001  -0.0006  -0.0013
Si  -0.0033  0.0035  0.0043
Si  -0.0042  0.0045  0.0047
Si  0.0008  -0.0006  -0.0014
Si  -0.0035  0.0028  0.0041
Si  0.0005  -0.0006  -0.0019
Si  0  -0.0003  -0.0003
Si  0.0022  -0.0012  0.0014
Si  0.0024  -0.0021  0.0011
Si  -0.0006  0.0003  -0.0013
Si  0.0022  -0.0032  0.0021
Si  0.0001  0.0001  -0.0007
Si  0  -0.0006  -0.002
Si  0.0008  -0.0016  0.0005
Si  0.0212  0.1122  -0.1712
Si  -0.1755  -0.0113  0.2681
Si  0.114  0.271  0.2484
Si  -0.1214  -0.0163  -0.2405
Si  -0.2868  -0.1739  0.195
Si  0.0509  0.06  -0.2102
Si  -0.1136  -0.0608  -0.2282
Si  0.0268  0.1471  0.36
Si  -0.0324  -0.0196  -0.0186
Si  0.079  -0.016  0.0032
Si  0.0204  0.0422  -0.0188
Si  -0.0177  -0.1143  0.0031
Si  0.0729  0.0025  -0.0068
Si  -0.0697  -0.0456  -0.012
Si  0.0189  -0.0661  -0.0017
Si  0.0183  0.0364  -0.0197
Si  -0.0002  0.0006  -0.0199
Si  -0.0262  0.064  -0.005
Si  0.021  -0.0256  0.0016
Si  0.0143  0.0619  -0.0368
Si  -0.0868  0.0046  -0.0205
Si  0.0134  0.0239  -0.0253
Si  -0.0419  0.0227  -0.0273
Si  -0.0095  -0.0125  -0.0066
Si  0.0421  -0.0431  0.0271
Si  -0.0009  -0.008  0.0095
Si  -0.0229  -0.0273  0.0131
Si  0.0195  -0.0347  0.0298
Si  0.0015  0.0467  0.0017
Si  0.0053  -0.0445  0.0232
Si  0.0665  -0.0148  0.0208
Si  -0.0018  -0.0077  0.0181
Si  -0.0519  0.0696  0.0042
Si  0.0568  0.0344  0.0059
Si  -0.0244  0.0313  0.0177
Si  -0.0057  0.0587  0.0225
Si  -0.0282  -0.0545  -0.0153
Si  -0.024  0.0206  0.0271
Si  -0.0892  0.0159  0.0104
Si  0.0777  0.0114  -0.0075
Si  0.2037  0.0809  -0.3434
Si  0.1185  0.0621  0.4537
Si  0.2956  -0.2421  0.0527
Si  -0.0878  -0.1798  0.0905
Si  0.0093  -0.1863  -0.075
Si  -0.2002  -0.1098  -0.2644
Si  0.2594  0.0718  0.0612
Si  -0.1379  0.16  -0.1973
Si  -0.0027  0.0003  0.0009
Si  0.0026  -0.0004  0.0023
Si  -0.0097  0.0049  -0.0013
Si  -0.0019  0.0009  -0.002
Si  -0.002  -0.0008  0.0027
Si  0.0007  0.004  -0.0039
Si  -0.0004  -0.0005  -0.001
Si  0.0041  0.0043  0.0087
Si  0.0008  -0.0023  -0.0001
Si  0.0012  -0.007  0.0026
Si  0.0013  -0.0049  0.0102
Si  0.0075  -0.0069  -0.0025
Si  0.0047  -0.0005  0.0109
Si  0.003  -0.0072  -0.0034
Si  0.0005  0.0018  -0.0072
Si  0.0009  -0.0012  0.0142
Si  -0.0063  -0.0005  0.0043
Si  0.003  0.0063  -0.0203
Si  -0.0027  0.0092  -0.0177
Si  -0.0021  0.004  0.0105
Si  -0.0163  0.0101  -0.0305
Si  0.0015  0.0077  0.0078
Si  -0.0049  0.0026  -0.0095
Si  -0.0052  0.0031  -0.0155
O  -0.0025  0.0021  0.0027
O  -0.0032  0.0007  0.003
O  0.0048  -0.0046  0.0024
O  0.0024  -0.0068  -0.0007
O  0.01  -0.0041  -0.0026
O  0.0035  0.0005  0.0085
O  -0.0013  0.004  0.0037
O  -0.0017  0.0023  0.0026
O  -0.0002  -0.0007  -0.0012
O  -0.0029  0.0016  0.0104
O  -0.0017  -0.0001  0.0052
O  -0.0004  0.0023  0.0047
O  0.0002  0.0004  -0.0012
O  0.0002  -0.0013  0.0197
O  -0.0003  -0.0007  -0.0023
O  0.0009  -0.0014  0.0001
O  0.0001  -0.0007  -0.0013
O  0.001  -0.0014  0.0033
O  0.0007  -0.0005  0.0032
O  0.0002  -0.0003  0.0036
O  -0.0004  0.0003  -0.0006
O  0.0005  -0.0004  0.0027
O  0  0.0005  0.0003
O  0.0008  -0.001  -0.0026
Si  0.0074  -0.004  0.0018
Si  0.0004  -0.0008  -0.0008
Si  -0.0007  0.0009  0.0001
Si  -0.0006  0.0023  0.0009
Si  0.0006  0.0006  0.001
Si  0.002  -0.0019  -0.0007
Si  -0.0009  0.0007  0.0011
Si  0.0019  -0.0003  0.0016
Si  0.0004  0.0002  -0.0003
Si  -0.0003  0.0017  0.0008
Si  0.0029  -0.0076  0.0004
Si  -0.0013  0.0019  -0.0023
Si  -0.0011  -0.0009  -0.0006
Si  0.0003  0.0007  0
Si  -0.0009  -0.0005  -0.0046
Si  -0.0003  -0.0004  -0.0004
Si  0.0002  0.0006  0.0003
Si  0.0041  -0.0027  -0.005
Si  -0.0017  0.0031  -0.0069
Si  -0.0011  0.0012  0.0001
Si  0.0007  0.0002  -0.0007
Si  -0.0026  0.0017  -0.002
Si  0.0011  0.0001  0
Si  -0.0005  0.001  0.0002
Si  0.002  0.0032  -0.0026
Si  0.0031  0.0007  0.0023
Si  0.0021  -0.0024  -0.0046
Si  0.0016  0.0002  0.0008
Si  0.0016  0.0023  0.001
Si  -0.001  0.0001  -0.0008
Si  -0.0006  -0.0016  0.0017
Si  0.0019  0.0024  0.0036
Si  -0.0014  0.0006  0.0006
Si  0.001  -0.0004  -0.0009
Si  -0.0002  -0.0002  -0.0009
Si  -0.0005  -0.0007  -0.0008
O  -0.0008  0.0005  0.0008
O  0.0007  0.0001  0.001
O  0.0008  -0.0018  0.0042
O  0.0014  -0.0001  0
O  -0.0009  -0.0019  0.0012
O  -0.0009  0.0007  -0.0003
O  -0.0002  0.0001  0.0006
O  0.0004  0  0.0003
O  0.001  -0.0001  0.0011
O  -0.0017  0.0007  0.0013
O  0.002  0.0009  -0.0006
O  0.0008  -0.0002  0.0022
O  0.0006  0.0002  -0.0008
O  0.0001  -0.0005  0.0005
O  0.0001  0.0008  0.0001
O  -0.0001  -0.0001  -0.0018
O  0.0008  -0.0005  0
O  0.0018  0  -0.0001
O  0  0.0001  -0.0002
O  -0.0005  -0.0011  -0.0012
O  0.0007  -0.0007  0.0001
O  0.0002  -0.0001  0.0009
O  0.0004  0.0009  -0.0001
O  0.0001  -0.0007  0
O  0.001  -0.0003  0.0005
O  -0.0002  0.0015  0.0019
O  -0.004  -0.0001  0.0035
O  0.0005  -0.0001  0.0002
O  -0.0005  0.0001  0.0003
O  0.0013  -0.0008  -0.0006
O  0.0009  0.0001  0.0005
O  0.0012  0.0007  -0.0003
O  -0.0008  -0.0002  -0.0004
O  -0.0011  -0.0052  0.0023
O  -0.0018  -0.0017  0.0054
O  0.098  0.136  -0.0632
O  -0.0025  -0.0008  0.0001
O  0.0004  0.0003  0.0007
O  -0.003  0.0028  0.0008
O  0.0005  0.0002  0.0008
O  0.0003  0.0007  0.0015
O  0.0008  -0.0001  0.0004
O  -0.0005  0.0002  0.0016
O  0.0005  -0.0001  -0.0002
O  0.0016  0.0007  -0.0009
O  0.003  -0.0004  -0.0037
O  0.0002  -0.0007  0.0003
O  0.0007  -0.0009  0.0007
O  -0.0001  -0.0002  0.0002
O  0.0004  -0.0002  0.0003
O  0.0035  -0.0032  -0.0016
O  0.0025  0.0006  0.0014
O  0.0006  -0.0004  0.001
O  0.0005  -0.0005  0.0001
O  0.0004  0  0.0006
O  0.0001  -0.0012  -0.0002
O  0.0007  -0.0004  0.0002
O  -0.0018  -0.0005  -0.0007
O  -0.0008  0  0.0011
O  -0.0053  -0.0002  0.0028
O  -0.0005  0.0022  0.0008
O  0.0026  -0.0013  -0.0001
O  0.0004  0.0003  0.0002
O  0.0005  0.0012  0.0002
H  -0.0982  -0.1319  0.065

The program warned: the cutoff lies below the one the program advises for these potential files; the forces do not sum to zero within the program's tolerance; the exchange-correlation potential is rough where the density is thin.
